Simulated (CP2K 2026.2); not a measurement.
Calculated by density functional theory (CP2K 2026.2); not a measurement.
Periodic cell of 504 atoms, Si360O144, from a study of silicon, its oxide and their interface. The atomic structure is a simulated model.
Doubt: the forces sum to 1.44 eV/angstrom along one axis rather than to zero, so they err by at least 0.0029 eV/angstrom per atom on average; the grid cutoff is modest.

Settings
functional: PBE
method: Gaussian and plane waves
basis set: DZVP-MOLOPT-SR-GTH
pseudopotentials: GTH-PBE
grid cutoff: 350 Ry, relative cutoff 50 Ry
k points: Gamma only
occupations: fixed
spin: none
net charge: 0

Cell vectors (angstrom)
a 16.32 0 0
b 0 16.32 0
c 1.6968 3.9417 33.5271

Atoms and the computed forces on them: element, x, y, z (angstrom), force x, y, z (eV/angstrom)
Si 1.255 15.327 0.026 0.009 -0.244 0.644
Si 4.329 1.045 0.067 -0.124 0.243 0.794
Si 1.174 4.223 0.087 0.135 -0.082 0.712
Si 3.878 7.02 0.053 0.187 -0.245 0.711
Si 3.335 13.216 33.511 -0.298 0.215 0.74
Si 4.204 12.013 0.206 -0.158 0.231 0.713
Si 6.493 15.095 0.07 0.235 -0.134 0.76
Si 10.97 5.493 33.513 0.143 -0.166 0.7
Si 7.049 3.794 0.037 -0.123 0.142 0.721
Si 9.586 6.71 0.195 -0.225 0.244 0.616
Si 6.458 9.785 0.176 0.272 -0.153 0.667
Si 9.746 12.104 0.176 -0.208 0.065 0.742
Si 12.578 14.624 0.116 -0.118 0.2 0.746
Si 15.25 1.131 0.015 -0.123 0.071 0.683
Si 13.521 8.337 33.494 0.443 -0.354 0.623
Si 17.025 10.441 33.461 -0.248 0.093 0.689
Si 11.928 9.873 0.052 0.16 -0.177 0.726
Si 14.855 12.476 0.146 0.147 -0.152 0.696
Si 2.735 16.378 1.47 0.018 -0.009 -0.048
Si 5.466 2.667 1.333 0.003 -0.028 -0.05
Si 2.75 5.415 1.344 -0.025 0.012 -0.05
Si 5.423 8.123 1.425 -0.02 0.006 -0.055
Si 2.638 10.846 1.43 0.009 -0.012 -0.063
Si 5.382 13.594 1.464 -0.019 0.002 -0.029
Si 8.143 16.271 1.29 -0.024 -0.001 -0.043
Si 10.86 2.7 1.287 -0.006 -0.014 -0.055
Si 8.084 5.416 1.408 0.011 -0.016 -0.059
Si 10.836 8.274 1.391 -0.002 0.008 -0.028
Si 8.117 10.926 1.406 0.002 0.005 -0.039
Si 10.955 13.602 1.462 0.002 -0.01 -0.05
Si 13.674 16.298 1.338 0.01 -0.007 -0.078
Si 16.309 2.704 1.398 -0.001 0.009 -0.045
Si 13.601 5.432 1.176 -0.014 0.001 -0.038
Si 16.357 8.127 1.282 -0.002 -0.019 -0.062
Si 13.624 10.878 1.35 -0.007 0.009 -0.061
Si 0.096 13.698 1.354 -0.007 0.016 -0.035
Si 1.384 1.427 2.791 -0.017 0.006 0.021
Si 4.112 4.056 2.686 -0.009 -0.015 0.002
Si 1.384 6.795 2.707 0.005 0.008 0.038
Si 4.051 9.505 2.771 0.008 -0.001 0.054
Si 1.331 12.26 2.74 0.006 0.016 0.012
Si 4.021 14.939 2.805 0.007 -0.002 0.017
Si 6.813 1.311 2.716 0.012 -0.004 0.054
Si 9.519 4.06 2.712 -0.004 -0.017 0.036
Si 6.767 6.773 2.771 0.016 0.02 0.013
Si 9.46 9.556 2.778 0.013 0.007 0.017
Si 6.805 12.287 2.79 0.017 0.009 0.038
Si 9.532 14.984 2.702 -0.029 -0.013 0.016
Si 12.261 1.359 2.637 -0.009 0.003 0
Si 14.887 4.079 2.66 -0.003 0.027 0.023
Si 12.278 6.832 2.614 -0.008 -0.017 0.018
Si 14.974 9.474 2.656 0.006 0.001 0.006
Si 12.296 12.217 2.792 0.027 0.003 0.047
Si 15.023 14.989 2.757 0 -0.006 0.039
Si 16.348 16.353 4.122 -0.004 -0.017 -0.009
Si 2.753 2.763 4.113 0.001 0.007 0.015
Si 16.294 5.433 4.024 0.011 -0.005 -0.009
Si 2.708 8.14 4.117 -0.009 -0.007 -0.004
Si 16.287 10.87 4.052 -0.001 -0.014 -0.001
Si 2.689 13.571 4.143 0.001 0.003 0.007
Si 5.435 16.309 4.101 0.004 0.02 -0.011
Si 8.165 2.695 4.075 -0.012 0.009 -0.011
Si 5.419 5.413 4.102 -0.011 -0.01 0.009
Si 8.141 8.146 4.107 0.001 0.01 0
Si 5.434 10.882 4.103 -0.01 -0.001 -0.014
Si 8.188 13.636 4.107 -0.01 0.006 0.006
Si 10.895 16.348 4.041 0.017 0.003 0.003
Si 13.574 2.721 4.048 0.012 -0.002 0.014
Si 10.908 5.459 4.008 0.005 -0.003 -0.008
Si 13.612 8.145 4.04 -0.017 -0.007 0.011
Si 10.875 10.884 4.114 0.003 0.011 -0.006
Si 13.649 13.611 4.108 0.005 0.004 -0.012
Si 1.335 14.96 16.339 0.006 -0.004 -0.007
Si 4.063 17.691 16.288 0.006 0.001 -0.007
Si 1.372 4.093 16.301 0.003 -0.002 -0.007
Si 4.065 6.798 16.317 -0.006 -0.006 -0.007
Si 1.35 9.526 16.335 -0.002 0.002 -0.013
Si 4.061 12.246 16.307 0.001 -0.02 -0.011
Si 6.819 14.942 16.292 -0.002 -0.001 -0.009
Si 9.535 17.679 16.299 -0.007 0.006 -0.009
Si 6.797 4.088 16.297 0.005 0.006 -0.013
Si 9.514 6.805 16.307 0 -0.005 -0.013
Si 6.822 9.53 16.299 -0.001 0 -0.012
Si 9.531 12.236 16.338 0 0.007 -0.001
Si 12.259 14.947 16.334 -0.013 -0.001 -0.008
Si 14.958 17.662 16.337 -0.002 0.004 -0.009
Si 12.256 4.068 16.308 -0.002 0.009 -0.017
Si 14.957 6.826 16.343 0.011 -0.01 -0.007
Si 12.25 9.529 16.363 0.001 0.014 -0.012
Si 14.93 12.234 16.348 -0.003 -0.001 -0.015
Si 2.726 16.326 17.658 -0.007 0.018 0.012
Si 5.398 2.756 17.636 0.001 0.008 -0.002
Si 2.704 5.445 17.699 -0.004 0.001 0.004
Si 5.455 8.167 17.623 -0.003 -0.001 0.003
Si 2.687 10.914 17.682 0.013 0.006 0.004
Si 5.465 13.573 17.643 -0.001 -0.004 -0.007
Si 8.165 16.321 17.635 0.011 -0.01 0.014
Si 10.933 2.676 17.663 0.007 -0.009 -0.009
Si 8.17 5.429 17.657 -0.015 0.001 0.01
Si 10.852 8.167 17.681 0.004 -0.011 0
Si 8.167 10.876 17.697 -0.003 -0.006 0
Si 10.908 13.587 17.693 0 -0.013 0.011
Si 13.605 16.298 17.723 0.007 0 -0.01
Si 16.35 2.717 17.64 -0.003 -0.004 0.005
Si 13.58 5.456 17.668 -0.001 -0.014 0.001
Si 16.31 8.191 17.723 -0.021 0.023 -0.002
Si 13.62 10.863 17.76 0.013 -0.002 0.008
Si 16.256 13.62 17.702 0.001 0.004 -0.018
Si 1.38 17.693 19.027 0.002 0.011 -0.042
Si 4.058 4.084 19.064 0.009 -0.014 -0.012
Si 1.367 6.84 19.057 0.011 -0.014 -0.015
Si 4.145 9.581 18.959 0.017 0.015 -0.041
Si 1.248 12.234 19.04 -0.006 -0.028 -0.005
Si 4.102 14.932 18.963 0.004 0.009 -0.03
Si 6.74 17.674 18.928 -0.004 0 -0.031
Si 9.568 4.041 18.964 0.002 0.014 -0.027
Si 6.772 6.78 18.991 -0.002 0 -0.049
Si 9.497 9.5 19.074 -0.005 0.005 -0.005
Si 6.823 12.254 19.051 -0.005 0.011 -0.012
Si 9.572 15.01 19.001 0.006 0 -0.037
Si 12.264 17.649 19.096 -0.022 0.029 -0.003
Si 14.993 4.098 18.959 0.012 -0.01 -0.048
Si 12.187 6.797 19.032 0.003 -0.007 -0.032
Si 14.974 9.506 19.171 0.005 0 -0.027
Si 12.24 12.221 19.102 -0.021 0.013 -0.029
Si 14.942 14.97 19.14 0.012 -0.01 0.003
Si 16.352 16.358 20.432 0.016 0.016 0.09
Si 2.726 2.716 20.442 0.009 0.003 0.036
Si 16.292 5.471 20.365 -0.008 -0.009 0.049
Si 2.804 8.233 20.302 0.009 0.008 0.054
Si 16.303 10.919 20.578 -0.017 -0.004 0.037
Si 2.67 13.611 20.262 0.01 0.003 0.041
Si 5.421 16.317 20.322 0.004 -0.002 0.043
Si 8.16 2.667 20.218 -0.017 -0.009 0.038
Si 5.413 5.454 20.401 0.005 0.008 0.056
Si 8.114 8.117 20.383 -0.019 -0.002 0.065
Si 5.48 10.897 20.422 -0.008 -0.026 0.052
Si 8.196 13.667 20.33 0.002 0.01 0.05
Si 10.896 16.311 20.491 -0.013 -0.007 0.069
Si 13.694 2.716 20.343 0.017 0.009 0.073
Si 10.876 5.386 20.386 -0.002 -0.018 0.049
Si 13.528 8.103 20.446 -0.005 0.017 0.057
Si 10.845 10.839 20.455 -0.005 0.027 0.049
Si 13.558 13.62 20.515 -0.015 0.008 0.056
Si 1.622 15.158 21.67 -0.132 -0.085 -0.712
Si 3.854 17.38 21.704 0.101 0.236 -0.724
Si 1.152 3.957 21.677 0.261 0.092 -0.715
Si 4.332 7.128 21.681 -0.056 -0.236 -0.774
Si 1.748 9.788 21.676 -0.249 -0.034 -0.706
Si 3.83 12.106 21.582 0.212 0.022 -0.69
Si 7.052 15.257 21.616 -0.134 -0.185 -0.803
Si 9.231 17.491 21.653 0.239 0.097 -0.781
Si 7.007 4.167 21.539 -0.292 -0.07 -0.704
Si 9.181 6.436 21.622 0.216 0.163 -0.76
Si 6.598 9.281 21.755 0.135 0.223 -0.76
Si 9.717 12.497 21.658 -0.139 -0.136 -0.777
Si 11.959 14.693 21.878 0.169 0.265 -0.729
Si 15.303 18.017 21.732 -0.156 -0.191 -0.75
Si 12.495 4.22 21.636 -0.146 -0.068 -0.745
Si 14.649 6.482 21.713 0.087 0.151 -0.703
Si 12.374 9.648 21.806 -0.292 -0.255 -0.591
Si 14.588 12.01 21.871 0.407 0.315 -0.638
Si 15.266 17.162 24.677 -0.052 -0.007 -0.062
Si 7.082 12.829 28.867 -0.036 -0.093 0.145
Si 11.035 18.736 23.834 -0.005 -0.044 -0.168
Si 12.522 16.051 24.696 -0.014 -0.04 -0.051
Si 14.202 19.348 30.707 0.046 0.023 0.15
Si 2.324 6.231 29.386 0.071 -0.029 0.08
Si 11.367 15.293 27.445 0.007 0.06 0.09
Si 10.09 8.623 26.6 0.05 -0.041 -0.031
Si 14.019 5.215 26.467 -0.023 0.001 0.051
Si 5.367 8.916 26.489 0.017 0.027 -0.08
Si 8.971 14.211 30.98 -0.002 -0.042 0.094
Si 6.686 6.376 26.101 0.031 -0.127 -0.02
Si 14.309 15.193 28.419 -0.036 -0.057 0.007
Si 15.896 5.471 30.705 0.05 -0.032 0.106
Si 9.229 17.381 28.611 -0.084 -0.118 -0.006
Si 14.165 13.334 30.555 -0.067 0.087 0.209
Si 4.425 17.559 31.42 -0.018 0.079 0.031
Si 16.022 10.947 30.565 0.006 0.094 0.142
Si 11.197 4.556 25.838 -0.018 0.006 -0.038
Si 12.588 9.247 24.801 -0.067 -0.022 -0.131
Si 4.853 14.781 28.357 -0.023 0.027 0.082
Si 11.216 13.16 29.481 0.011 0.051 -0.001
Si 7.794 11.237 23.823 -0.045 -0.054 -0.176
Si 15.11 7.321 24.667 -0.085 0.032 -0.115
Si 1.585 16.213 30.886 0.018 0.006 0.089
Si 8.438 8.604 30.639 -0.043 0.109 0.129
Si 6.031 10.443 30.525 0.002 -0.004 0.101
Si 5.215 2.924 23.704 -0.033 -0.021 -0.079
Si 11.701 4.7 30.542 0 0.01 0.205
Si 3.004 10.804 26.075 0.109 -0.014 -0.008
Si 2.937 13.844 30.405 0.011 -0.065 0.079
Si 6.062 17.595 28.739 0.059 -0.03 0.026
Si 17.016 9.379 24.435 0.12 0.027 0.005
Si 16.11 19.431 26.724 0.026 -0.054 -0.1
Si 13.576 9.028 30.608 -0.159 -0.055 0.179
Si 17.334 14.903 24.567 -0.057 -0.05 -0.055
Si 8.704 6.701 28.31 0.055 0.06 -0.028
Si 4.346 6.393 31.361 0.004 -0.02 0.105
Si 13.352 6.627 29.167 0.079 -0.175 -0.016
Si 5.598 13.494 23.714 0.012 -0.044 -0.157
Si 4.294 8.372 29.393 -0.007 0.008 0.113
Si 1.742 11.649 28.619 -0.103 0.095 -0.075
Si 14.693 11.36 24.638 -0.017 0.171 -0.05
Si 2.509 4.696 26.605 -0.034 -0.069 0.036
Si 9.873 3.969 28.421 0.054 -0.092 0.084
Si 5.319 3.491 26.613 0.005 0.094 0.016
Si 15.911 13.104 26.767 0.062 0.083 0.116
Si 10.866 10.569 30.775 -0.054 0.03 0.055
Si 9.514 17.087 31.551 -0.041 -0.04 0.142
Si 15.838 17.571 29.04 -0.067 -0.013 -0.015
Si 8.032 10.667 26.821 -0.101 0.005 -0.034
Si 9.227 6.723 24.628 -0.111 -0.089 -0.111
Si 3.033 5.264 23.737 -0.083 -0.05 -0.081
Si 3.601 13.901 25.78 -0.026 -0.083 0.022
Si 1.353 14.963 5.48 -0.002 -0.005 0.006
Si 4.091 1.368 5.456 -0.001 -0.011 0.011
Si 1.343 4.105 5.427 0.005 0.026 0.008
Si 4.066 6.78 5.463 -0.005 0.007 0.022
Si 1.34 9.524 5.433 0.008 0.014 0.006
Si 4.078 12.229 5.473 0.012 -0.004 0.016
Si 6.807 14.97 5.463 0.002 -0.009 0.008
Si 9.536 1.36 5.435 -0.005 -0.003 0.011
Si 6.805 4.06 5.438 0.005 -0.005 0.007
Si 9.541 6.787 5.414 0.013 -0.016 0.016
Si 6.788 9.515 5.458 -0.002 0.006 0.012
Si 9.531 12.259 5.462 0.001 0.002 0.011
Si 12.247 14.977 5.418 -0.003 0.007 0.006
Si 14.948 1.384 5.434 0.003 0.013 0.009
Si 12.23 4.092 5.406 -0.009 0.003 0.013
Si 14.962 6.793 5.414 -0.002 -0.006 0.007
Si 12.248 9.498 5.424 0.003 0 0.016
Si 14.967 12.224 5.458 -0.005 0 0.014
Si 2.729 16.325 6.816 0.001 -0.002 0.002
Si 5.449 2.719 6.817 -0.003 0.003 0.002
Si 2.697 5.441 6.817 -0.009 0.003 0.003
Si 5.433 8.15 6.812 -0.002 -0.006 0.003
Si 2.706 10.868 6.812 0.004 0.003 0.003
Si 5.445 13.6 6.814 0.002 -0.004 0.001
Si 8.174 16.328 6.808 -0.003 0.005 0.001
Si 10.883 2.734 6.788 0.003 0.008 0.004
Si 8.172 5.432 6.782 0.003 0.003 0.001
Si 10.887 8.146 6.79 0 -0.005 0
Si 8.16 10.883 6.803 0.001 -0.003 0.001
Si 10.895 13.621 6.803 -0.005 -0.003 0.005
Si 13.595 16.334 6.793 0.004 -0.001 -0.004
Si 16.316 2.734 6.793 -0.001 -0.004 -0.002
Si 13.6 5.437 6.778 -0.001 -0.007 0.005
Si 16.306 8.159 6.79 -0.001 0.003 0.001
Si 13.592 10.867 6.799 -0.005 0.006 0.003
Si 16.318 13.591 6.822 0.004 0 0
Si 1.355 1.367 8.158 0 -0.004 -0.005
Si 4.073 4.079 8.162 -0.005 -0.001 -0.009
Si 1.345 6.811 8.166 0.01 -0.003 0
Si 4.071 9.512 8.169 -0.005 0.001 -0.003
Si 1.362 12.237 8.177 0.001 0.001 -0.002
Si 4.086 14.961 8.173 0.006 0.002 -0.003
Si 6.81 1.361 8.172 0.005 0.005 0.001
Si 9.523 4.081 8.158 0 -0.007 -0.003
Si 6.81 6.792 8.152 0.002 0.001 -0.011
Si 9.526 9.514 8.149 0.003 0.005 -0.003
Si 6.802 12.237 8.17 -0.004 0.005 -0.001
Si 9.527 14.966 8.168 0 0.003 -0.001
Si 12.239 1.372 8.155 -0.006 0.002 -0.008
Si 14.956 4.087 8.155 0.008 0.012 -0.002
Si 12.244 6.791 8.153 -0.001 0 -0.002
Si 14.954 9.514 8.161 0.001 -0.001 -0.007
Si 12.241 12.24 8.156 0.002 -0.002 0.002
Si 14.95 14.964 8.158 -0.009 -0.012 0
Si 16.316 16.323 9.516 0.007 0.002 -0.003
Si 2.716 2.721 9.523 0.007 0.003 -0.004
Si 16.31 5.446 9.523 -0.004 0.008 0.001
Si 2.709 8.161 9.529 -0.004 0.002 0
Si 16.314 10.875 9.524 -0.001 0 -0.002
Si 2.723 13.6 9.529 0.006 -0.002 -0.003
Si 5.447 16.321 9.529 0.003 -0.002 -0.003
Si 8.168 2.723 9.525 -0.001 0.006 0.001
Si 5.44 5.44 9.515 -0.006 -0.001 -0.004
Si 8.164 8.158 9.513 0.004 -0.004 -0.006
Si 5.436 10.878 9.524 0.003 0.001 -0.005
Si 8.164 13.601 9.523 0.001 -0.01 -0.004
Si 10.885 16.329 9.521 -0.005 0.002 -0.001
Si 13.6 2.725 9.518 0.002 -0.003 -0.003
Si 10.883 5.439 9.519 0 -0.003 -0.002
Si 13.597 8.154 9.519 -0.001 -0.001 -0.005
Si 10.88 10.877 9.514 -0.003 0.005 -0.001
Si 13.599 13.599 9.518 -0.003 0.002 -0.001
Si 1.356 14.962 10.879 0.002 -0.004 -0.001
Si 4.078 1.361 10.881 -0.001 -0.002 -0.002
Si 1.356 4.084 10.878 0.003 -0.001 -0.002
Si 4.078 6.8 10.875 0 0.006 0
Si 1.353 9.523 10.89 0.005 0.002 0.001
Si 4.079 12.238 10.89 0.001 -0.001 0.001
Si 6.804 14.958 10.887 0.001 0.007 -0.001
Si 9.526 1.362 10.886 -0.003 -0.002 0.001
Si 6.802 4.082 10.876 0.005 -0.006 -0.002
Si 9.524 6.803 10.878 0 0 0
Si 6.802 9.517 10.876 -0.002 0 -0.001
Si 9.521 12.235 10.877 -0.004 0.006 -0.001
Si 12.242 14.96 10.877 -0.003 -0.007 -0.002
Si 14.956 1.361 10.878 -0.002 0.006 0
Si 12.242 4.081 10.885 -0.001 0.007 0.003
Si 14.954 6.802 10.889 0.002 -0.002 0.002
Si 12.242 9.519 10.876 0.005 -0.003 -0.002
Si 14.957 12.24 10.881 0 -0.001 -0.002
Si 2.714 16.323 12.239 0.007 0.004 0
Si 5.445 2.72 12.234 0.003 0.008 0.004
Si 2.715 5.445 12.237 0.001 -0.003 0
Si 5.434 8.163 12.234 -0.003 -0.007 0
Si 2.713 10.882 12.25 -0.004 0.001 0.005
Si 5.438 13.601 12.246 0.003 -0.003 0.004
Si 8.168 16.316 12.244 0.001 0.001 0.004
Si 10.885 2.719 12.246 -0.004 -0.002 0.001
Si 8.159 5.445 12.235 -0.001 0.002 0.001
Si 10.888 8.159 12.24 -0.001 0.008 0.003
Si 8.163 10.876 12.239 0 0 0.002
Si 10.883 13.595 12.233 -0.002 -0.005 -0.001
Si 13.602 16.315 12.239 0.002 -0.004 0.002
Si 16.315 2.725 12.236 0.002 0 0
Si 13.598 5.441 12.251 0.001 -0.002 0.004
Si 16.31 8.167 12.248 -0.001 -0.003 0.002
Si 13.597 10.88 12.242 -0.002 0.006 -0.001
Si 16.318 13.598 12.238 0.002 0.002 -0.001
Si 1.346 17.68 13.596 0 0.007 0.001
Si 4.084 4.085 13.583 -0.002 -0.004 0
Si 1.351 6.805 13.599 0.003 0.001 0.004
Si 4.073 9.514 13.603 0.008 0 0.003
Si 1.351 12.243 13.609 0.005 -0.004 0.003
Si 4.073 14.966 13.601 -0.01 0.005 0.007
Si 6.805 17.678 13.595 0.005 -0.008 0.001
Si 9.521 4.086 13.594 -0.008 0.009 0
Si 6.797 6.808 13.591 -0.005 0.005 -0.002
Si 9.537 9.525 13.598 -0.001 -0.005 0.006
Si 6.798 12.233 13.597 0.002 -0.005 0.008
Si 9.532 14.95 13.598 0.002 -0.003 -0.002
Si 12.246 17.673 13.602 0.002 0.003 0.008
Si 14.965 4.083 13.607 0 -0.001 0.002
Si 12.242 6.804 13.613 0.005 -0.007 0.006
Si 14.954 9.53 13.613 0 0.004 0.005
Si 12.235 12.237 13.601 -0.003 0.008 0
Si 14.958 14.951 13.601 0.002 -0.003 0.006
Si 16.31 16.314 14.962 -0.001 0 0.005
Si 2.715 2.73 14.93 0.002 0.008 -0.001
Si 16.312 5.458 14.971 0.001 -0.004 -0.003
Si 2.703 8.161 14.965 -0.007 -0.005 -0.003
Si 16.31 10.891 14.981 0.003 0.011 0.001
Si 2.704 13.614 14.962 0.003 0.003 0.002
Si 5.444 16.32 14.956 0.004 0.006 -0.002
Si 8.165 2.723 14.95 0.004 0.009 -0.006
Si 5.434 5.45 14.947 0.003 -0.002 0.002
Si 8.169 8.166 14.939 0.001 0.003 -0.003
Si 5.431 10.879 14.957 -0.007 0.001 0.005
Si 8.176 13.58 14.949 -0.004 -0.003 -0.003
Si 10.894 16.304 14.962 0.003 -0.006 0
Si 13.614 2.708 14.96 -0.001 -0.005 -0.003
Si 10.88 5.435 14.963 -0.006 0.001 0
Si 13.595 8.174 14.978 0 0.004 0.003
Si 10.892 10.878 14.979 0.004 -0.002 -0.003
Si 13.597 13.589 14.96 0.004 -0.008 -0.008
O 5.284 16.583 32.371 0.19 -0.306 -0.062
O 17.311 14.444 23.006 -0.226 -0.572 0.037
O 5.357 5.487 32.198 0.279 -0.095 -0.162
O 10.69 11.157 32.283 -0.244 0.494 -0.011
O 15.589 3.879 30.69 0.353 -0.42 -0.009
O 14.729 12.49 23.451 -0.064 0.532 0.306
O 1.705 10.212 25.345 -0.08 -0.005 -0.136
O 1.702 14.835 30.054 -0.582 -0.117 -0.723
O 16.597 11.156 32.062 -0.176 0.524 -0.229
O 10.828 13.558 22.218 -0.118 0.084 0.322
O 9.934 17.48 30.059 0.525 0.086 -0.251
O 6.516 3.357 22.861 0.265 0.003 0.466
O 9.888 6.652 33.094 0.125 0.039 -0.386
O 15.393 17.461 33.195 -0.136 0.03 -0.451
O 14.147 13.224 32.16 0.101 -0.406 -0.14
O 13.703 19.065 32.213 -0.508 0.392 -0.023
O 13.555 5.347 22.182 -0.224 -0.183 0.315
O 8.124 16.383 22.121 -0.099 -0.073 0.317
O 5.462 8.191 22.207 -0.055 0.123 0.219
O 2.964 13.732 32.016 -0.011 0.032 -0.003
O 10.847 16.836 32.416 0.141 0.146 -0.372
O 6.416 14.656 22.977 0.197 0.4 0.254
O 11.926 9.125 23.305 -0.564 -0.376 0.133
O 17.305 15.863 32.344 -0.063 -0.332 -0.068
O 12.783 15.685 28.158 0.054 0.446 0.196
O 8.094 8.307 32.19 -0.496 -0.048 0.149
O 14.035 16.268 25.266 0.068 -0.308 0.327
O 3.712 3.624 26.794 -0.072 -0.335 0.275
O 7.415 7.03 27.396 -0.144 0.607 0.362
O 17.119 12.634 27.734 0.169 0.076 0.291
O 10.532 14.176 30.548 0.446 0.385 0.287
O 7.272 9.533 30.016 0.145 0.08 -0.341
O 2.799 10.964 22.148 0.083 -0.088 0.536
O 2.503 5.646 27.901 0.22 0.329 -0.127
O 12.781 4.691 25.571 -0.011 0.118 -0.284
O 10.104 16.28 27.783 -0.308 -0.149 -0.379
O 8.638 15.727 31.443 -0.388 0.113 -0.077
O 7.866 11.948 27.777 0.283 -0.061 -0.253
O 4.47 12.094 33.217 0.087 -0.095 -0.329
O 4.287 9.875 25.745 0.032 0.078 -0.282
O 5.216 16.341 28.154 -0.174 0.035 -0.373
O 11.958 6.13 29.834 -0.318 0.558 0.19
O 5.937 4.995 26.501 -0.085 0.032 0.185
O 3.289 5.508 30.492 0.012 -0.527 -0.027
O 6.201 11.905 29.864 -0.534 0.413 0.068
O 11.575 4.856 32.14 0.167 -0.012 -0.133
O 10.566 3.259 25.118 -0.563 -0.122 0.358
O 4.325 14.482 29.862 0.21 -0.015 0.289
O 8.114 5.263 22.009 -0.073 -0.06 0.277
O 4.599 9.82 30.062 -0.597 0.339 -0.194
O 12.759 12.953 29.873 -0.124 -0.381 -0.342
O 9.327 9.843 27.335 0.154 0.189 0.393
O 16.251 5.825 32.256 -0.147 0.55 -0.073
O 5.404 17.959 30.19 0.214 0.314 0.16
O 14.755 17.482 23.167 -0.304 0.02 -0.014
O 8.734 5.09 28.281 -0.361 0.019 0.08
O 1.378 8.972 23.033 0.063 -0.411 0.123
O 15.274 7.1 23.076 0.407 0.346 -0.149
O 10.043 7.394 27.673 0.678 -0.008 0.234
O 10.371 4.005 29.957 -0.482 -0.019 0.245
O 16.67 16.369 24.648 0.349 0.325 -0.025
O 6.667 9.812 26.811 -0.099 -0.121 0.107
O 7.776 6.053 24.93 -0.105 -0.31 -0.366
O 11.9 3.412 22.908 -0.024 0.004 0.199
O 4.752 8.376 27.868 -0.317 -0.276 -0.21
O 3.193 12.342 25.617 -0.284 0.017 -0.399
O 3.567 6.59 23.008 -0.277 0.384 0.394
O 8.504 7.224 29.814 -0.166 -0.279 0.238
O 7.114 20.177 33.128 0.004 0.068 -0.489
O 16.396 2.833 22.169 0.159 0.152 0.443
O 3.892 18.834 32.28 0.288 0.378 -0.068
O 9.75 18.218 23.014 -0.269 0.135 0.434
O 12.407 10.124 30.666 0.299 0.43 -0.242
O 13.229 10.727 24.902 -0.187 0.534 -0.022
O 1.695 4.714 23.016 -0.377 0.236 0.374
O 12.521 14.946 33.16 0.033 0.059 -0.19
O 12.429 9.536 33.441 -0.174 0.129 -0.038
O 4.56 17.909 23.076 0.147 -0.14 0.182
O 2.661 12.453 29.669 0.38 -0.341 0.156
O 5.697 7.579 25.614 -0.135 0.091 -0.673
O 3.532 7.382 32.355 -0.182 -0.046 -0.038
O 14.74 13.917 27.527 -0.338 -0.054 -0.331
O 8.661 18.269 32.238 0.06 -0.011 -0.507
O 14.591 6.16 30.094 0.094 0.24 0.291
O 16.519 18.628 28.051 0.637 0.023 0.084
O 4.33 13.006 22.841 -0.357 0.148 0.268
O 4.151 4.12 23.591 0.204 0.184 -0.347
O 13.754 8.142 24.965 -0.047 -0.395 0.355
O 5.055 14.088 25.104 0.397 0.336 0.338
O 10.526 11.707 29.67 -0.554 -0.05 -0.248
O 17.119 5.96 29.792 0.005 0.168 -0.491
O 12.527 15.185 23.326 0.285 -0.222 0.139
O 1.782 3.999 33.037 -0.089 -0.074 -0.423
O 2.546 14.882 25.061 0.212 0.321 -0.119
O 14.862 4.037 27.161 0.009 -0.018 0.33
O 16.455 8.066 25.184 0.377 -0.282 0.43
O 9.606 6.978 23.088 0.194 0.273 0.167
O 9.212 8.182 25.314 -0.5 0.24 -0.181
O 1.801 9.282 33.059 -0.009 -0.051 -0.269
O 12.954 3.803 30.067 -0.009 -0.158 -0.666
O 6.135 13.854 28.07 0.198 -0.023 -0.452
O 15.381 16.348 28.098 0.111 -0.089 -0.332
O 5.624 19.005 25.239 0.189 -0.268 0.04
O 6.138 10.488 32.135 0.142 -0.103 -0.133
O 11.026 13.79 27.995 -0.251 -0.386 -0.295
O 13.642 8.015 31.893 0.113 -0.584 -0.345
O 5.154 7.305 30.288 0.755 -0.074 -0.024
O 2.78 5.599 25.287 0.142 0.638 0.187
O 6.941 14.762 33.347 0.073 -0.008 -0.202
O 2.754 7.813 29.418 -0.272 0.232 0.049
O 9.34 18.849 27.954 -0.415 0.021 -0.683
O 3.688 14.345 27.327 -0.605 0.118 0.2
O 17.427 3.946 26.329 -0.123 0.029 -0.187
O 11.548 9.017 26.023 0.03 -0.04 0.256
O 6.529 12.215 23.928 -0.097 -0.014 0.15
O 2.726 10.794 27.668 0.376 -0.155 0.38
O 7.291 9.862 23.119 0.109 -0.291 0.611
O 7.627 17.109 28.78 -0.004 -0.345 0.139
O 17.168 10.626 29.485 0.03 -0.695 0.016
O 2.75 16.255 22.162 -0.114 0.03 0.492
O 10.414 5.844 25.28 0.164 0.192 0.068
O 11.633 15.322 25.844 -0.316 -0.292 -0.202
O 15.011 9.722 30.583 0.104 -0.342 -0.242
O 9.876 9.328 30.543 0.211 -0.272 -0.047
O 15.198 11.836 26.084 -0.343 -0.484 0.512
O 16.5 13.947 25.536 -0.077 0.049 -0.221
O 13.344 8.23 29.232 -0.005 0.232 -0.49
O 14.499 18.051 29.81 -0.303 -0.418 -0.172
O 8.694 13.234 32.24 0.01 -0.691 -0.333
O 15.712 10.248 24.063 -0.086 -0.183 -0.26
O 8.104 13.733 29.723 0.087 0.168 -0.295
O 11.074 4.386 27.434 0.444 0.296 0.064
O 16.944 17.233 30.139 -0.055 0.265 -0.024
O 3.071 16.831 30.948 0.096 -0.157 -0.246
O 5.93 18.921 27.815 0.062 0.162 0.269
O 11.909 17.496 24.344 0.242 0.023 0.244
O 8.375 11.06 25.299 0.38 0.051 0.158
O 13.52 10.784 22.027 0.074 -0.112 -0.128
O 8.977 11.877 22.953 0.259 0.003 0.483
O 15.564 18.5 25.521 -0.021 0.083 -0.283
O 13.496 6.192 27.632 -0.3 0.371 -0.158
O 15.042 5.936 25.461 0.503 -0.229 0.008
O 15.293 12.296 30.074 0.153 0.069 -0.488
O 14.506 14.813 29.997 0.327 0.511 0.361

Results
total energy: -101657.840 eV
total energy less fixed offsets of O -438.35, Si -107.03 eV per atom: -4.640 eV
